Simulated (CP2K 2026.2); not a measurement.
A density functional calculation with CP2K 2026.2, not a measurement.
Periodic cell of 547 atoms, Si316O221N10, from a study of silicon, its oxide and their interface. The atomic structure is a simulated model.
Doubt: the forces sum to 1.00 eV/angstrom along one axis rather than to zero, so they err by at least 0.0018 eV/angstrom per atom on average; the grid cutoff is modest.

Settings
functional: PBE
method: Gaussian and plane waves
basis set: DZVP-MOLOPT-SR-GTH
pseudopotentials: GTH-PBE
grid cutoff: 350 Ry, relative cutoff 50 Ry
k points: Gamma only
occupations: fixed
spin: none
net charge: 0

Cell vectors (angstrom)
a	16.3305	0	0
b	0	16.3305	0
c	0	0	34.2111

Atoms and the computed forces on them: element, x, y, z (angstrom), force x, y, z (eV/angstrom)
Si	16.149	0.237	0.104	0.246	-0.414	0.695
Si	2.487	2.656	0.171	0.072	0.099	0.587
Si	0.478	5.071	33.925	-0.192	0.211	0.733
Si	2.476	8.668	34.179	0.194	-0.374	0.815
Si	0.101	10.691	0.247	0.012	0.215	0.806
Si	3.101	13.44	0.097	-0.204	0.007	0.745
Si	5.976	15.907	34.157	-0.242	0.156	0.612
Si	8.084	2.825	0.186	0.186	-0.275	0.795
Si	5.693	4.906	34.057	-0.351	0.463	0.717
Si	8.345	7.893	0.083	-0.148	0.062	0.809
Si	5.273	11.215	0.191	0.038	-0.14	0.794
Si	8.156	13.606	0.312	0.055	-0.005	0.42
Si	11.066	16.153	0.087	-0.134	0.175	0.816
Si	13.906	2.54	34.142	-0.359	0.367	0.621
Si	10.549	5.65	0.11	0.166	-0.02	0.739
Si	13.497	8.243	0.237	0.137	-0.11	0.662
Si	10.326	11.348	34.032	0.188	-0.135	0.63
Si	13.256	13.936	0.147	0.057	-0.21	0.839
Si	1.261	1.33	1.57	0.035	0.007	-0.02
Si	4.11	3.925	1.291	0	0.009	-0.028
Si	1.485	6.774	1.079	-0.005	0.021	-0.026
Si	4.065	9.619	1.405	-0.026	-0.001	-0.06
Si	1.388	12.327	1.34	0.009	-0.031	-0.059
Si	4.25	14.997	1.373	-0.015	0.058	-0.055
Si	6.907	1.209	1.388	0.012	-0.002	-0.03
Si	9.516	4.095	1.493	-0.01	0.022	-0.05
Si	6.683	6.691	1.208	0.018	-0.047	-0.056
Si	9.458	9.603	1.264	0.025	0.003	-0.024
Si	6.782	12.274	1.605	-0.02	0.031	-0.052
Si	9.584	14.992	1.501	0.033	0.004	-0.043
Si	12.245	1.467	1.271	0.024	-0.038	-0.055
Si	15.069	4.157	1.169	0.046	0.023	-0.039
Si	12.141	6.804	1.432	-0.003	-0.007	-0.046
Si	15	9.428	1.556	0.008	0.013	-0.016
Si	12.067	12.259	1.275	0.019	-0.07	-0.043
Si	14.962	14.977	1.365	-0.029	0.007	-0.052
Si	16.246	2.802	2.761	-0.026	0.027	0.025
Si	2.773	16.3	2.72	-0.001	-0.041	0.038
Si	0.113	8.011	2.687	0.054	-0.011	0.031
Si	2.784	5.436	2.577	-0.02	-0.02	0.007
Si	16.327	13.629	2.709	-0.003	-0.037	0.011
Si	2.713	10.965	2.771	0.017	0.027	0.044
Si	5.462	2.592	2.691	-0.003	-0.007	-0.004
Si	8.239	16.329	2.849	0.032	0.014	0.051
Si	5.417	8.126	2.631	0.028	0.004	-0.035
Si	8.054	5.447	2.727	-0.032	0.027	0.041
Si	5.464	13.683	2.893	0.003	-0.011	0.04
Si	8.153	10.828	2.797	0	-0.005	0.009
Si	10.941	2.748	2.742	-0.001	-0.041	0.009
Si	13.607	0.078	2.686	-0.038	0.001	0.06
Si	10.823	8.262	2.713	-0.045	-0.017	0.042
Si	13.654	5.441	2.626	0.01	-0.019	0.01
Si	10.891	13.58	2.815	0.002	0.009	0.036
Si	13.514	10.898	2.665	-0.029	0.044	0.016
Si	1.377	4.134	4.024	0.015	0	-0.011
Si	4.081	1.334	4.109	0.035	0	0.009
Si	1.376	9.495	4.045	0.014	-0.003	-0.023
Si	4.078	6.783	4.017	0.006	-0.018	0.011
Si	1.369	14.969	4.075	0.018	0.023	0.009
Si	4.067	12.287	4.163	-0.012	0.01	-0.009
Si	6.772	4.021	4.068	0.029	-0.001	-0.008
Si	9.597	1.392	4.131	-0.002	-0.028	0.01
Si	6.768	9.456	4.079	-0.033	0.008	0.01
Si	9.455	6.846	4.042	-0.003	0.01	-0.018
Si	6.857	15.002	4.215	-0.011	-0.001	-0.002
Si	9.514	12.221	4.146	0.015	0.008	-0.019
Si	12.315	4.098	4.061	0.027	0.016	-0.002
Si	14.923	1.41	4.109	0.016	0.01	0.014
Si	12.225	9.546	4.098	-0.008	0.013	-0.005
Si	15.002	6.757	4.055	0.006	-0.003	0
Si	12.285	14.995	4.08	0	0.004	-0.017
Si	14.928	12.248	4.018	-0.004	-0.015	0.008
Si	16.328	0.029	5.421	0.005	-0.008	0
Si	2.697	2.734	5.41	-0.006	0.023	0.002
Si	0.01	5.428	5.454	-0.005	0.006	0
Si	2.736	8.151	5.405	0.014	-0.003	-0.004
Si	16.289	10.857	5.368	0.013	0.013	-0.011
Si	2.69	13.631	5.486	0.017	-0.007	0.008
Si	5.446	0.022	5.51	0.001	0.006	0.011
Si	8.19	2.735	5.445	-0.019	-0.012	-0.004
Si	5.415	5.411	5.403	-0.006	0.005	0.002
Si	8.139	8.155	5.47	0.002	-0.013	0.008
Si	5.437	10.867	5.445	0.023	0.002	0
Si	8.19	13.59	5.526	0.01	-0.006	0.024
Si	10.927	16.325	5.471	0.009	0.017	0.001
Si	13.594	2.734	5.494	-0.008	-0.016	0.032
Si	10.885	5.468	5.364	0	0.007	-0.017
Si	13.625	8.151	5.399	0.004	0.016	0.003
Si	10.898	10.894	5.494	-0.023	-0.009	-0.009
Si	13.64	13.63	5.435	-0.006	-0.003	-0.004
Si	1.347	1.375	6.803	-0.008	0.004	0
Si	4.045	4.086	6.782	-0.002	0.007	-0.002
Si	1.356	6.828	6.786	0.017	0.016	0.006
Si	4.065	9.511	6.788	-0.015	-0.012	0.001
Si	1.299	12.24	6.755	0.009	-0.004	-0.017
Si	4.063	14.986	6.843	-0.006	0.005	0.012
Si	6.83	1.393	6.821	0.014	0.01	-0.002
Si	9.568	4.089	6.781	-0.015	-0.005	-0.008
Si	6.788	6.758	6.782	0.003	0.003	0.007
Si	9.519	9.527	6.818	0.014	0.02	0
Si	6.798	12.222	6.832	0.002	-0.018	0.001
Si	9.573	14.973	6.845	0.012	-0.005	-0.002
Si	12.263	1.345	6.851	-0.003	-0.005	0.007
Si	14.978	4.074	6.835	0.001	-0.02	0.014
Si	12.249	6.787	6.759	-0.012	-0.009	-0.011
Si	14.965	9.522	6.78	0.007	0.001	0.006
Si	12.287	12.268	6.816	-0.011	-0.003	-0.003
Si	14.977	14.994	6.81	0.012	-0.002	-0.003
Si	16.308	2.695	8.204	-0.002	0.006	0.015
Si	2.69	0.015	8.196	0.013	0.006	-0.001
Si	16.33	8.183	8.159	0.005	0.005	0.007
Si	2.689	5.45	8.147	0.002	-0.013	-0.007
Si	16.322	13.615	8.153	0.011	-0.007	-0.005
Si	2.659	10.888	8.1	-0.007	0.012	-0.001
Si	5.422	2.74	8.136	0.015	0.012	-0.006
Si	8.197	0.026	8.166	-0.016	0.01	-0.006
Si	5.434	8.142	8.124	0.005	-0.003	0.006
Si	8.174	5.41	8.134	0.016	0.01	-0.001
Si	5.434	13.609	8.169	-0.013	-0.023	-0.002
Si	8.183	10.89	8.195	-0.003	0.008	-0.002
Si	10.91	2.716	8.181	0.012	-0.028	-0.008
Si	13.62	16.322	8.228	-0.002	0.002	0.005
Si	10.907	8.155	8.129	-0.013	0.002	-0.012
Si	13.582	5.427	8.172	-0.002	0.009	-0.002
Si	10.962	13.632	8.201	0.001	0.006	0.01
Si	13.643	10.895	8.172	0.017	0.004	-0.003
Si	1.33	4.092	9.52	-0.002	0.01	0.001
Si	4.09	1.376	9.514	0	0.009	0.002
Si	1.314	9.597	9.532	-0.003	0.014	0.015
Si	4.06	6.812	9.489	-0.001	0.006	0.002
Si	1.305	14.978	9.552	-0.01	-0.009	0.014
Si	3.999	12.253	9.454	0.01	0.012	-0.016
Si	6.784	4.073	9.496	0	-0.012	-0.002
Si	9.567	1.357	9.552	-0.024	-0.012	0.016
Si	6.792	9.497	9.487	0.021	0.008	0.003
Si	9.552	6.774	9.463	0.016	-0.013	-0.004
Si	6.825	14.994	9.492	0	-0.018	-0.007
Si	9.586	12.275	9.52	-0.018	-0.02	-0.008
Si	12.275	4.024	9.585	0.017	0.019	0.022
Si	14.957	1.345	9.616	0.017	-0.006	-0.003
Si	12.294	9.489	9.493	-0.012	-0.006	0.005
Si	14.96	6.802	9.493	-0.016	0.025	-0.016
Si	12.303	14.952	9.644	0.028	0.007	0.005
Si	14.994	12.276	9.549	-0.019	0.006	-0.003
Si	16.279	16.294	10.993	-0.016	-0.03	0.008
Si	2.719	2.745	10.846	0.006	0.008	0.004
Si	16.253	5.417	10.877	-0.003	-0.02	0.004
Si	2.706	8.22	10.806	0.012	0.01	0.017
Si	16.307	10.96	10.978	0.003	-0.006	0.002
Si	2.658	13.586	10.869	0.018	-0.003	0.003
Si	5.441	16.317	10.862	-0.005	0.015	0.028
Si	8.132	2.691	10.842	-0.018	0.012	0.003
Si	5.428	5.457	10.845	0.015	0.005	0.001
Si	8.164	8.099	10.805	-0.008	0.003	-0.013
Si	5.382	10.899	10.754	-0.002	-0.028	-0.003
Si	8.25	13.7	10.841	0.012	0.019	0.003
Si	10.925	0.013	10.972	0.024	-0.009	-0.008
Si	13.631	2.683	11.048	-0.006	-0.021	0
Si	10.894	5.431	10.859	-0.018	0.006	0.017
Si	13.666	8.163	10.898	0	-0.009	0.022
Si	10.963	10.874	10.824	0.008	0.023	0.006
Si	13.717	13.597	11.016	0.034	0.007	0.03
Si	1.382	1.371	12.204	0.007	0.005	-0.015
Si	4.046	4.128	12.199	-0.032	-0.011	0
Si	1.254	6.9	12.082	-0.002	0.033	-0.032
Si	4.065	9.573	12.18	0.006	0.03	-0.057
Si	1.326	12.344	12.377	-0.041	0.01	0.039
Si	4.031	14.945	12.171	0.006	-0.029	-0.041
Si	6.853	1.281	12.236	0.024	0.005	-0.018
Si	9.399	4.146	12.16	-0.018	0.036	-0.02
Si	6.773	6.811	12.22	-0.012	-0.016	0.009
Si	9.573	9.466	12.057	0.016	-0.003	-0.033
Si	6.779	12.317	11.976	-0.015	-0.008	-0.047
Si	9.591	14.984	12.357	-0.063	-0.018	0.023
Si	12.248	1.31	12.44	0.041	-0.004	0.023
Si	15.04	4.04	12.409	0.022	0.044	0.007
Si	12.376	6.692	12.206	-0.024	-0.04	-0.046
Si	14.936	9.584	12.332	0.006	0.033	-0.022
Si	12.382	12.115	12.261	0.012	-0.04	-0.025
Si	15.003	14.963	12.537	-0.003	-0.008	-0.013
Si	0.181	2.674	13.723	-0.011	0.026	0.051
Si	2.736	0.027	13.535	-0.011	-0.035	0.036
Si	0.026	8.223	13.585	0.01	-0.011	0.046
Si	2.622	5.61	13.388	0.056	-0.029	0.013
Si	0.176	13.71	14.001	-0.011	0.086	0.009
Si	2.716	10.914	13.587	0.016	-0.029	0.063
Si	5.428	2.69	13.463	0.016	0.025	0.018
Si	8.188	16.301	13.782	0.011	0.016	0.082
Si	5.443	8.221	13.539	-0.01	0.028	0.081
Si	8.012	5.426	13.649	0.005	-0.044	0.07
Si	5.473	13.613	13.424	0.038	0.03	0.057
Si	8.098	10.861	13.175	-0.019	-0.04	-0.004
Si	10.737	2.799	13.488	-0.007	-0.019	0.023
Si	13.531	16.252	13.979	0	-0.066	0.005
Si	10.949	8.103	13.369	0.029	0.015	0.052
Si	13.656	5.367	13.801	0.004	0.042	0.056
Si	11.042	13.489	13.532	0.03	0.04	0.037
Si	13.601	10.832	13.874	-0.012	-0.029	0.048
Si	1.658	4.164	14.926	-0.029	-0.071	-0.704
Si	4.378	1.087	14.767	-0.158	0.257	-0.757
Si	1.61	9.347	14.944	-0.146	0.213	-0.777
Si	3.78	7.127	14.735	0.101	-0.033	-0.8
Si	1.407	15.57	15.316	0.187	-0.547	-0.633
Si	4.371	12.076	14.748	-0.296	0.077	-0.696
Si	6.793	3.806	14.943	-0.075	0.313	-0.719
Si	9.198	1.791	14.949	0.023	-0.274	-0.791
Si	6.616	9.886	14.679	0.064	-0.272	-0.756
Si	9.719	6.636	14.668	-0.228	0.029	-0.777
Si	6.502	15.073	14.932	0.443	-0.216	-0.69
Si	9.445	12.147	14.501	0.237	-0.198	-0.682
Si	11.802	4.31	14.905	0.323	-0.101	-0.781
Si	15.246	1.176	15.086	-0.155	0.054	-0.764
Si	12.37	9.033	15.004	-0.163	0.436	-0.761
Si	14.864	7.073	14.97	0.09	-0.328	-0.739
Si	12.408	14.367	15.246	-0.096	0.45	-0.722
Si	14.901	12.411	15.178	0.219	-0.21	-0.802
Si	9.319	15.149	24.924	-0.018	-0.048	0.049
Si	4.303	4.759	16.479	0.039	-0.088	-0.255
Si	5.794	8.706	21.087	-0.01	-0.097	-0.037
Si	12.357	10.032	32.324	-0.164	-0.044	0.063
Si	5.526	12.709	22.167	-0.231	-0.046	-0.243
Si	4.444	3.007	21.969	-0.26	-0.081	-0.092
Si	16.155	4.94	21.854	-0.113	0.024	-0.22
Si	9.467	14.446	22.032	0.029	-0.189	-0.119
Si	9.935	13.424	27.567	-0.069	0.079	0.058
Si	6.762	1.874	23.437	-0.139	-0.113	-0.024
Si	5.743	2.206	29.195	0.019	-0.044	0.218
Si	3.345	12.551	17.616	0	-0.116	-0.083
Si	7.187	10.746	25.69	-0.085	0.111	0.241
Si	15.933	9.111	24.088	0.082	0.037	0.023
Si	8.244	6.272	27.018	0.117	0.036	0.208
Si	0.809	7.419	26.008	0.04	-0.076	0.067
Si	9.33	3.152	22.572	0.156	0.125	-0.112
Si	8.65	9.428	20.555	0.015	-0.061	-0.184
Si	15.735	0.517	19.608	0.012	-0.092	0.009
Si	5.175	14.061	29.796	-0.206	-0.052	0.312
Si	6.925	13.16	27.648	-0.035	-0.205	-0.107
Si	10.839	7.333	19.697	0.011	-0.114	-0.119
Si	12.375	14.986	28.212	-0.064	0.098	0.208
Si	5.203	12.868	25.216	0.217	-0.137	-0.007
Si	10.508	1.757	24.734	0.001	-0.035	-0.198
Si	8.575	10.585	16.766	-0.033	0.176	-0.101
Si	0.578	11.222	17.267	0.038	-0.054	-0.234
Si	12.488	5.549	21.148	-0.09	-0.145	0.033
Si	13.865	1.647	17.813	0.057	0.063	-0.26
Si	5.902	7.757	28.056	0.055	-0.006	0.195
Si	4.682	0.369	20.091	-0.191	0.117	-0.152
Si	14.562	4.308	19.356	0.09	0.084	-0.162
Si	7.289	10.437	22.73	-0.09	-0.114	-0.026
Si	6.392	15.42	25.887	0.099	-0.084	0.036
Si	3.295	6.423	24.326	-0.021	0.088	-0.011
Si	0.297	13.978	27.53	0.058	0.126	0.101
Si	9.79	10.508	27.499	-0.068	0.01	0.086
Si	0.071	0.146	22.566	-0.049	0.099	-0.211
Si	5.723	1.977	26.217	0.034	0.153	0.15
Si	1.669	2.58	22.474	0.005	-0.066	-0.039
Si	13.34	8.197	20.836	-0.071	0.007	-0.123
Si	2.78	14.58	31.395	0.25	0.027	0.022
Si	9.233	1.114	32.07	0.086	0.046	0.171
Si	10.78	7.797	27.309	-0.142	-0.077	0.181
Si	10.058	12.01	20.141	0.079	0.2	-0.207
Si	2.672	12.398	27.076	-0.002	-0.018	0.272
Si	11.142	16.095	20.263	-0.108	-0.047	-0.043
Si	2.557	5.353	18.821	0.041	-0.064	-0.304
Si	13.418	7.324	31.609	-0.057	0.24	0.154
Si	3.617	0.143	29.317	0.023	-0.007	0.467
Si	3.207	0.665	17.431	-0.112	-0.24	-0.303
Si	8.042	9.306	29.689	0.02	-0.068	0.046
Si	16.173	7.878	21.183	-0.009	-0.029	-0.099
Si	11.198	2.144	30.157	-0.014	0.012	0.118
Si	12.271	5.675	25.889	-0.097	-0.071	0.024
Si	12.264	1.51	27.212	-0.124	0.037	0.247
Si	13.638	0.293	21.737	0.119	-0.001	-0.09
Si	15.775	5.775	30.936	-0.015	-0.03	0.295
Si	10.175	8.277	17.04	0.075	0.088	-0.22
Si	4.01	6.104	21.32	0.133	-0.032	-0.062
Si	3.919	11.079	20.072	0.191	0.122	-0.08
Si	9.461	6.657	29.633	0.086	0	0.051
Si	3.547	13.912	20.154	0.216	-0.031	0.039
Si	14.572	12.092	32.272	-0.061	-0.173	0.247
Si	11.144	2.365	17.171	-0.038	0.069	-0.305
Si	6.665	15.665	21.863	-0.05	-0.033	-0.084
Si	3.244	3.359	24.848	-0.066	-0.088	-0.226
Si	3.136	11.833	30.131	0.157	0.131	0.264
Si	3.891	8.936	31.325	-0.089	0.169	0.171
Si	15.218	12.458	21.611	0.179	0.007	0.05
Si	11.267	5.029	31.422	0.044	0.003	0.168
Si	4.685	8.804	25.715	-0.031	0.007	0.012
Si	0.141	5.67	17.179	0.033	0.093	-0.117
Si	6.589	16.29	31.281	-0.253	0.158	0.304
Si	13.771	4.81	23.687	-0.065	-0.076	-0.151
Si	1.529	2.463	19.432	0.148	0.102	-0.207
Si	4.739	4.061	31.177	0.127	-0.037	0.294
Si	3.786	6.461	29.599	0.078	-0.074	0.247
Si	3.999	1.069	32.184	0.223	-0.23	0.108
Si	0.854	10.459	20.269	-0.113	0.084	-0.205
Si	10.388	2.589	19.997	-0.111	-0.038	-0.253
Si	0.759	0.408	28.456	0.002	0.104	0.26
Si	1.945	9.951	25.666	-0.033	-0.028	-0.006
Si	0.495	12.99	30.354	0.083	0.09	0.244
Si	12.666	11.095	21.661	-0.076	0.061	-0.155
Si	0.78	14.634	20.627	0.043	-0.035	-0.101
Si	13.972	11.614	24.107	0.131	0.174	-0.13
Si	16.095	0.647	31.501	0.1	-0.039	0.187
Si	0.802	3.14	26.858	0.108	-0.108	0.046
Si	13.477	0.501	30.47	0.153	0.132	0.114
Si	14.046	13.461	26.212	0.034	0.062	0.167
Si	1.268	5.662	28.367	-0.096	0.056	0.177
Si	12.192	2.784	22.26	0.029	0.016	0.033
Si	9.417	4.352	25.082	0.107	0.107	-0.029
Si	10.6	14.086	17.95	0.001	-0.191	-0.302
Si	14.638	2.973	31.244	-0.012	-0.027	0.128
Si	14.126	3.483	26.27	-0.049	-0.067	0.057
Si	7.995	13.473	16.705	-0.157	-0.22	0.036
Si	14.458	14.544	23.638	0.096	-0.253	-0.196
Si	6.687	9.518	32.171	-0.096	0.02	0.306
O	0.499	15.658	19.393	0.351	-0.137	-0.216
O	6.805	8.941	28.699	-0.203	0.196	-0.146
O	12.712	9.549	33.831	-0.256	0.259	0.458
O	14.84	8.052	20.276	0.072	0.191	-0.594
O	12.025	7.078	26.618	0.414	0.175	-0.193
O	4.233	1.611	29.035	-0.274	0.356	-0.299
O	1.731	4.048	19.312	-0.412	0.094	0.359
O	0.469	16.313	32.809	0.462	-0.13	-0.265
O	12.206	16.23	27.203	-0.109	-0.005	-0.545
O	3.652	4.926	24.81	0.484	0.109	0.091
O	3.2	11.826	28.504	0.407	-0.26	-0.392
O	10.86	4.982	25.474	0.097	0.087	0.105
O	15.2	5.261	23.108	0.343	0.482	0.163
O	13.269	1.625	22.592	0.222	-0.024	0.255
O	0.062	5.64	32.443	0.18	0.094	-0.24
O	6.106	10.684	33.112	0.41	0.368	-0.423
O	13.281	13.821	27.569	-0.011	-0.406	0.117
O	6.773	14.718	27.28	0.31	0.365	0.376
O	1.559	8.713	26.64	0.034	0.002	0.617
O	9.5	14.185	23.627	0.299	-0.348	0.102
O	8.462	13.059	28.163	-0.028	-0.163	0.338
O	0.372	0.534	30.018	-0.008	-0.204	-0.107
O	13.891	13.336	33.001	-0.155	0.433	-0.307
O	2.683	14.294	32.983	-0.16	0.296	0.005
O	10.903	10.751	32.577	-0.34	-0.114	-0.471
O	9.493	6.81	33.819	0.139	0.025	-0.498
O	14.895	4.439	30.66	-0.4	-0.105	-0.495
O	1.968	13.613	20.363	-0.335	-0.521	-0.087
O	3.702	5.109	30.501	-0.439	-0.055	0.144
O	9.372	7.367	26.613	-0.23	0.403	-0.638
O	2.37	10.913	20.448	0.092	-0.14	0.244
O	3.866	12.639	26.053	-0.041	0.085	-0.071
O	14.593	1.911	16.386	0.011	0.387	0.186
O	3.262	6.473	22.705	-0.541	0.134	-0.023
O	5.435	16.258	15.197	0.044	-0.068	0.531
O	8.529	13.327	15.18	-0.239	0.595	-0.404
O	15.76	13.784	20.873	-0.642	0.093	-0.233
O	3.028	6.282	20.044	-0.101	0.587	-0.032
O	4.385	6.301	15.991	0.453	0.145	0.45
O	6.783	6.932	26.979	-0.17	-0.123	-0.592
O	9.383	2.753	25.374	-0.537	-0.309	0.488
O	16.259	15.524	27.798	-0.616	0.16	-0.237
O	5.986	14.247	22.194	-0.193	0.112	0.177
O	4.396	0.325	18.492	0.637	-0.025	-0.172
O	8.237	15.431	21.73	0.219	0.276	-0.263
O	7.986	2.798	15.441	0.067	0.062	0.47
O	9.724	8.259	20.378	-0.232	-0.118	0.131
O	7.444	9.667	16.057	-0.02	-0.327	0.484
O	13.887	3.493	24.649	-0.278	-0.521	-0.454
O	10.803	5.556	15.246	0.042	-0.118	0.164
O	9.043	14.331	17.566	-0.248	0.523	0.218
O	13.657	8.095	15.354	0.166	-0.022	0.35
O	7.164	8.845	20.2	-0.196	-0.159	-0.713
O	10.621	12.662	18.748	0.371	-0.26	-0.268
O	12.662	0.238	20.466	0.372	0.293	-0.578
O	4.714	9.743	20.463	-0.193	-0.093	-0.199
O	12.197	15.068	33.834	-0.025	-0.076	-0.316
O	5.533	0.383	26.248	-0.525	-0.189	0.245
O	5.854	2.991	22.726	0.348	0.346	0.312
O	2.341	15.778	16.7	0.104	-0.28	0.294
O	13.721	13.464	15.611	-0.022	-0.003	0.364
O	9.381	13.109	21.125	-0.642	-0.149	0.139
O	1.751	12.341	17.353	-0.047	0.337	0.103
O	3.705	13.837	18.533	0.305	0.573	-0.112
O	1.042	4.066	22.426	0.097	0.401	0.09
O	1.859	13.79	27.178	0.444	0.335	0.058
O	3.118	3.956	15.685	0.172	-0.347	-0.048
O	11.838	2.828	20.665	0.361	0.044	-0.056
O	3.525	9.858	25.328	0.129	0.442	-0.494
O	9.329	9.502	17.698	0.148	0.188	0.73
O	11.089	15.217	18.942	0.106	0.305	-0.048
O	11.921	3.519	16.331	0.168	-0.147	0.45
O	12.601	11.443	23.244	-0.603	0.117	0.476
O	8.584	5.82	28.547	-0.2	-0.664	0.242
O	8.235	2.009	22.845	0.27	-0.305	-0.21
O	5.474	10.948	15.136	-0.213	0.133	0.355
O	10.784	15.245	21.579	0.498	-0.18	0.249
O	0.322	6.335	21.201	0.564	-0.069	-0.075
O	1.515	6.188	17.884	0.314	0.75	-0.077
N	3.21	2.754	23.196	0.094	-0.219	0.056
O	11.281	11.315	20.917	0.099	-0.268	0.194
O	3.978	12.777	16.16	0.246	0.22	0.166
O	6.206	16.284	20.435	0.547	-0.035	-0.302
O	11.702	1.965	25.783	0.351	0.181	-0.247
N	3.816	13.376	30.628	0.212	-0.189	-0.024
O	15.676	6.814	16.368	-0.115	0.219	0.256
O	15.864	8.359	22.68	-0.154	-0.232	0.122
O	5.796	4.161	16.214	-0.01	0.003	0.613
O	7.66	10.981	24.175	0.306	0.21	0.128
O	10.457	7.138	18.144	0.068	-0.439	-0.231
O	12.258	8.119	19.645	0.152	0.273	-0.317
O	3.824	15.423	20.676	-0.182	-0.106	0.67
O	0.431	6.405	27.195	-0.609	-0.262	-0.085
O	5.446	14.446	25.034	-0.359	0.422	-0.181
N	6.495	12.221	26.24	-0.038	0.037	0.042
O	3.817	1.54	16.223	0.152	0.402	0.436
O	4.322	2.655	25.823	-0.002	-0.232	0.327
O	0.072	0.136	15.623	-0.029	0.037	0.468
O	4.433	1.821	20.813	-0.157	0.102	-0.219
O	6.162	9.25	22.588	-0.317	-0.07	0.487
O	9.084	4.49	23.477	-0.072	0.664	-0.24
O	8.991	10.84	19.816	-0.199	0.086	-0.228
O	6.487	1.06	30.083	0.148	0.002	-0.104
O	0.594	5.893	29.819	0.316	-0.026	0.111
O	10.403	3.04	18.45	-0.493	0.641	0.216
O	1.877	2.046	20.953	0.115	-0.465	0.181
O	0.031	13.072	28.829	-0.531	-0.227	-0.193
O	4.638	8.409	27.29	-0.455	0.255	0.205
O	13.149	6.001	24.577	0.216	0.673	-0.222
O	5.923	12.922	28.913	0.121	-0.446	0.006
O	11.451	2.018	28.549	-0.074	0.297	-0.149
O	14.779	10.223	24.141	-0.02	-0.251	-0.183
O	16.019	2.265	31.729	0.343	0.439	0.212
O	11.067	4.816	33.014	0.005	-0.302	-0.066
O	6.245	0.387	23.037	-0.395	-0.141	0.285
O	11.504	14.25	16.611	-0.242	0.042	0.122
O	8.652	9.835	22.123	0.6	0.059	0.553
O	5.802	3.613	30.016	0.323	0.308	-0.272
O	10.07	1.512	16.306	-0.042	-0.32	0.487
O	5.231	7.181	21.124	0.27	-0.233	-0.029
O	4.378	4.507	21.316	0.094	-0.115	-0.368
O	9.757	11.112	15.751	0.683	0.029	-0.002
O	15.697	15.602	23.728	0.242	0.065	0.5
O	15.65	13.433	26.388	0.201	-0.202	-0.373
O	15.815	7.969	25.247	-0.511	-0.05	-0.02
O	6.122	9.528	25.56	0.143	-0.242	0.09
N	15.274	0.449	21.267	-0.019	-0.012	0.105
O	7.863	11.959	17.32	-0.355	-0.028	0.534
O	0.02	1.963	19.209	-0.436	0.244	0
O	6.278	2.448	27.679	0.581	0.463	-0.063
O	9.249	7.553	15.928	-0.342	0.232	0.038
O	3.066	1.395	33.47	-0.124	-0.582	-0.055
O	13.604	12.027	25.621	-0.284	-0.506	0.409
O	7.788	15.642	25.102	-0.004	0.366	-0.257
O	10.113	0.997	20.079	-0.444	-0.031	0.236
O	15.41	4.056	20.719	-0.074	-0.283	0.033
O	5.463	8.65	31.582	0.008	-0.328	-0.414
O	4.433	7.463	24.839	0.305	-0.019	-0.273
O	1.825	6.774	24.909	-0.226	-0.058	-0.394
O	1.271	14.355	30.798	-0.187	0.656	-0.243
O	13.458	15.243	22.567	-0.655	-0.427	0.091
O	1.789	3.124	25.56	-0.172	0.127	-0.149
O	1.654	11.324	26.435	-0.622	0.008	-0.068
O	0.573	4.566	16.074	-0.179	-0.148	0.127
O	8.277	5.054	25.974	-0.58	-0.314	-0.043
O	10.735	7.301	28.857	0.397	0.238	0.055
O	3.311	7.83	30.316	-0.398	0.031	-0.319
O	13.955	2.972	18.715	-0.366	0.097	0.48
O	12.292	1.316	17.615	-0.056	-0.628	0.183
O	13.407	11.109	31.739	0.085	0.186	-0.637
O	8.611	7.889	30.236	-0.244	0.031	0.504
O	1.047	9.841	24.318	0.141	0.408	-0.576
O	3.879	4.814	18.034	0.369	-0.06	0.54
O	1.203	15.521	21.918	0.494	-0.035	0.146
O	12.547	8.7	31.387	-0.234	-0.138	-0.525
O	6.252	14.791	30.771	0.321	-0.303	0.292
O	11.01	5.955	20.554	-0.499	-0.393	-0.01
O	0.551	1.701	27.536	-0.248	-0.025	-0.129
O	5.248	4.912	32.475	0.08	0.421	-0.244
O	4.142	12.262	33.831	0.101	-0.136	-0.354
O	3.966	11.29	18.446	0.392	-0.357	-0.089
O	7.683	8.546	32.969	-0.037	-0.068	-0.422
O	13.066	6.926	21.809	0.239	-0.09	0.681
O	11.509	8.953	16.396	0	0.011	0.598
O	15.471	5.045	18.256	-0.062	-0.17	0.078
O	9.166	12.512	33.715	0.177	-0.102	-0.556
O	8.117	16.328	31.775	0.077	-0.508	0.042
O	10.924	14.303	28.529	-0.242	-0.034	0.481
O	0.702	1.495	23.194	-0.283	0.155	0.437
O	14.595	16.304	31.504	-0.166	-0.433	0.158
O	2.733	8.225	15.348	-0.068	0.133	0.36
N	10.789	2.419	23.16	0.085	-0.155	0.075
O	13.805	12.008	20.946	-0.255	0.027	-0.395
O	13.155	4.676	26.829	0.107	0.11	0.756
O	5.054	12.295	23.696	-0.352	-0.287	0.135
O	15.579	11.832	16.557	-0.298	-0.124	0.584
O	13.708	14.554	25.068	-0.65	0.281	-0.031
O	9.796	14.267	26.192	-0.009	0.208	-0.27
O	12.478	6.074	31.253	0.159	-0.179	-0.428
O	8.501	10.392	26.534	-0.009	-0.413	-0.334
O	6.971	3.925	33.991	0.104	-0.075	-0.347
O	16.265	11.229	21.374	-0.206	-0.171	0.52
O	10.148	0.188	24.723	-0.009	-0.175	-0.176
O	2.318	1.699	18.278	-0.323	0.217	0.208
O	13.671	3.024	32.576	-0.222	0.296	-0.182
N	12.715	4.404	22.407	-0.076	0.036	0.084
O	15.558	11.265	33.229	0.015	-0.142	-0.232
O	6.763	2.222	25.01	0.484	0.198	0.041
O	2.77	6.249	28.368	0.188	0.118	-0.432
O	14.932	1.284	34.055	-0.052	-0.149	-0.273
O	10.908	9.392	27.163	0.48	0.192	-0.14
O	1.195	9.633	33.883	-0.14	-0.263	-0.559
O	14.531	0.364	18.544	-0.026	-0.701	0.132
O	10.544	11.933	27.363	0.643	-0.261	-0.066
O	13.328	5.244	19.792	-0.104	0.32	-0.419
O	6.747	11.692	21.844	0.163	0.119	-0.48
O	10.361	0.371	32.949	0.201	-0.202	-0.54
O	13.2	15.609	29.459	0.119	-0.358	-0.027
O	3.155	8.588	32.716	0.007	-0.151	-0.232
O	9.365	3.406	20.965	-0.568	0.358	-0.267
O	1.386	4.094	28.023	0.101	-0.367	0.427
O	13.758	2.141	27.113	0.674	-0.387	0.229
O	7.505	10.166	30.942	0.039	0.623	-0.036
O	15.458	12.715	31.113	-0.048	0.217	-0.256
O	4.147	2.604	31.615	-0.095	0.058	0.005
N	5.532	0.34	32.634	-0.08	0.182	-0.343
O	9.923	5.674	30.806	-0.368	0.075	0.011
O	4.58	15.256	28.856	0.164	-0.095	-0.753
O	1.55	3.829	33.668	-0.105	-0.032	-0.17
N	3.321	16.234	31.038	-0.121	0.068	-0.065
O	3.749	10.462	30.766	0.056	0.145	0.226
O	2.311	0.019	28.418	0.027	-0.421	-0.675
N	14.867	12.882	23.265	0.214	-0.007	0.171
O	5.317	6.699	29.129	0.421	-0.205	0.275
O	0.267	10.75	18.778	-0.489	-0.275	0.22
O	15.699	3.742	26.438	0.137	0.385	-0.277
O	1.056	9.973	16.343	-0.234	-0.359	0.294
O	1.578	11.814	30.611	-0.11	-0.419	0.339
O	9.194	10.175	28.976	0.152	0.431	0.447
O	11.575	3.642	30.651	0.2	0.153	-0.406
O	6.681	14.375	16.432	-0.279	0.061	0.44
O	14.801	7.076	30.792	0.173	0.144	-0.503
N	4.4	12.572	20.868	0.183	0.082	0.126
O	8.665	2.324	32.968	0.176	0.1	-0.406
O	13.134	9.564	21.62	0.032	-0.105	0.509
O	13.937	7.338	33.155	0.489	-0.561	0.127
O	7.046	14.658	33.813	0.004	-0.089	-0.527
O	14.079	1.992	30.046	0.027	0.161	-0.722
O	9.702	1.776	30.662	-0.438	0.222	-0.464
O	12.027	0.989	30.962	-0.376	-0.143	0.406
O	0.919	8.863	20.524	0.682	-0.463	-0.101

Results
total energy: -133405.912 eV
total energy less fixed offsets of N -271.95, O -438.35, Si -107.03 eV per atom: 10.418 eV
